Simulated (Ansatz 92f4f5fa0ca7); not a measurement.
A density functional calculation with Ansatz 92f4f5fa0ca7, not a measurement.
Periodic cell of 256 atoms, Si144O112, from a study of silicon, its oxide and their interface. The atomic structure is a simulated model.
Doubt: the cutoff is far below the 930 eV that the study's wrapper takes by default for these files, so forces and energies are approximate.
This geometry differs little from another in the collection (a relaxation step or a small displacement).

Settings
functional: PBE
potential files: Ansatz PAW
basis: plane waves
wave-function cutoff: 580 eV
density cutoff ratio: 5
exchange-correlation grid ratio: 1
k mesh: 1 x 1 x 1, Gamma-centred
self-consistency stop: 5e-08 eV per atom in the density residual
occupations: fixed
spin: none
net charge: 0

Cell vectors (angstrom)
a 10.938 0 0
b 0 10.938 0
c -0.3025 0.4303 36.8367

Atoms: element, x, y, z (angstrom)
Si 1.2942 -1.1641 29.2373
Si 3.9758 1.5767 29.3949
Si 0.9003 4.7468 29.3958
Si 3.6836 -3.2642 29.3699
Si -4.7479 -0.6629 29.5352
Si -1.8446 1.8989 29.4108
Si 6.8481 4.1584 29.3108
Si -1.3737 -3.975 29.3266
Si 2.3813 0.4129 30.66
Si 5.1833 3.1539 30.6692
Si 2.5241 -4.9847 30.5976
Si 5.0995 -2.2124 30.8918
Si -3.037 0.4007 30.7362
Si -0.2808 3.1541 30.6836
Si 7.8973 5.8674 30.6023
Si -0.269 -2.3274 30.6109
Si 1.0615 1.7949 32.0466
Si 3.8175 4.5466 32.015
Si 1.1023 -3.6761 32.0237
Si 3.7164 -0.8665 32.1441
Si 6.5321 1.7918 32.0784
Si 9.2593 4.5277 32.044
Si 6.5444 7.2497 32.0346
Si -1.6401 -0.979 32.0308
Si -0.3025 0.4303 33.4185
Si 2.432 3.1648 33.4185
Si -0.3025 5.8993 33.4185
Si 2.432 -2.3042 33.4185
Si 5.1665 0.4303 33.4185
Si 7.901 3.1648 33.4185
Si 5.1665 5.8993 33.4185
Si 7.901 -2.3042 33.4185
Si 1.3673 -1.3673 3.418
Si 4.1018 1.3673 3.418
Si 1.3673 4.1018 3.418
Si 4.1018 -4.1018 3.418
Si 6.8362 -1.3673 3.418
Si -1.3673 1.3673 3.418
Si 6.8362 4.1018 3.418
Si -1.3673 6.8362 3.418
Si 2.7355 0.002 4.7953
Si 5.4581 2.7392 4.8138
Si 2.7227 5.4755 4.7767
Si 5.4896 -2.7563 4.7387
Si -2.7313 -0.0079 4.745
Si -0.0212 2.764 4.7412
Si 8.2042 5.4714 4.8162
Si 0.0061 -2.7409 4.8166
Si 1.3255 1.4041 6.0941
Si 4.0605 4.11 6.1777
Si 1.3837 -4.104 6.2008
Si 4.1321 -1.4118 6.0947
Si -4.0741 1.3485 6.1285
Si -1.3426 4.1134 6.1768
Si 6.8307 -4.0851 6.1712
Si -1.3963 -1.3673 6.1455
Si -0.2694 0.2755 7.3914
Si 2.4279 2.9596 7.4676
Si 0.2413 -5.6924 7.5401
Si 3.0024 -2.9395 7.489
Si 5.75 -0.3092 7.3752
Si -2.4922 2.4988 7.4488
Si 5.2023 5.7342 7.4552
Si -2.9436 -2.5175 7.5235
Si 1.0648 -0.937 34.7857
Si 3.7993 1.7975 34.7857
Si 1.0648 4.532 34.7857
Si 3.7993 7.2665 34.7857
Si 6.5338 -0.937 34.7857
Si -1.6697 1.7975 34.7857
Si 6.5338 4.532 34.7857
Si -1.6697 7.2665 34.7857
Si 2.432 0.4303 36.153
Si 5.1665 3.1648 36.153
Si 2.432 5.8993 36.153
Si 5.1665 -2.3042 36.153
Si -3.037 0.4303 36.153
Si -0.3025 3.1648 36.153
Si -3.037 5.8993 36.153
Si -0.3025 -2.3042 36.153
Si 1.3673 1.3673 0.6835
Si 4.1018 4.1018 0.6835
Si 1.3673 6.8362 0.6835
Si 4.1018 -1.3673 0.6835
Si 6.8362 1.3673 0.6835
Si -1.3673 4.1018 0.6835
Si 6.8362 -4.1018 0.6835
Si -1.3673 -1.3673 0.6835
Si 0 0 2.0507
Si 2.7345 2.7345 2.0507
Si 0 5.469 2.0507
Si 2.7345 -2.7345 2.0507
Si 5.469 0 2.0507
Si 8.2035 2.7345 2.0507
Si 5.469 5.469 2.0507
Si 8.2035 -2.7345 2.0507
Si 3.313 -1.1593 16.3427
Si 2.4017 4.1941 17.5545
Si 6.5025 3.7933 9.5796
Si -2.4335 -0.1847 15.5757
Si -1.3915 -1.5711 24.6622
Si 2.7267 3.4131 27.1734
Si -2.082 1.4063 13.2434
Si 1.5318 2.9192 22.2228
Si 0.7023 2.6962 25.1243
Si 0.9725 4.9513 14.7479
Si 3.0042 1.8486 15.8842
Si 7.3688 4.0624 12.5761
Si 0.2968 4.6186 19.9585
Si 1.1719 -1.4864 9.6325
Si 6.7976 -0.4241 23.4799
Si 2.6591 0.2457 11.8342
Si 3.4121 -4.5126 14.1405
Si -1.2534 -4.1601 15.4575
Si 4.3356 -1.7068 13.5926
Si 4.7463 -5.1665 16.7626
Si 1.5569 -1.8375 23.2559
Si -2.494 -3.8 26.4265
Si 0.9619 2.0627 13.6408
Si 3.505 -1.6281 19.3963
Si 1.927 -3.9464 20.9525
Si 5.5315 -4.6299 24.1265
Si 4.2885 1.4948 9.5316
Si 1.8283 0.242 20.8991
Si 5.7241 -2.5298 27.2639
Si -2.9158 -4.8157 22.6061
Si 6.8108 2.5057 24.498
Si -2.303 -4.0012 12.6078
Si 4.2873 -1.9516 24.7796
Si -2.6599 3.5544 19.0813
Si 7.5311 -4.7143 17.7268
Si -1.0264 -3.7796 9.7584
Si 7.8592 0.6441 18.364
Si -1.7959 4.5053 24.992
Si 3.8774 4.7452 21.9057
Si 0.2504 -1.5992 16.4722
Si 7.3801 -1.2545 13.0706
Si 6.4861 3.7305 21.5112
Si -2.2885 -3.0287 20.2512
Si -0.4323 0.326 26.9748
Si -0.4723 -0.877 19.3573
Si 5.48 4.2804 26.467
Si 4.9265 3.8887 14.4807
Si 6.3378 -0.8168 20.4608
O 7.8586 -5.3842 13.056
O -1.3209 -0.6203 25.9925
O 5.4191 4.5416 15.9005
O 6.9206 -4.0115 23.5208
O 1.7671 -1.4986 15.8705
O -1.4892 -4.3273 11.2268
O 4.4383 -3.5458 24.5616
O -1.8236 -0.1024 19.0235
O 2.7761 3.8466 22.6884
O 5.136 0.4823 28.9674
O 4.101 -4.0802 7.9959
O 6.6122 -1.5236 28.1953
O 4.6998 -1.6456 26.3317
O -2.9314 3.042 28.9525
O 7.17 5.2024 21.5844
O -2.2631 5.5384 26.171
O 5.7525 -1.21 12.9566
O 2.8888 2.6682 17.2933
O 3.292 2.1124 27.9874
O 6.1883 3.4967 13.5461
O 7.4449 -1.9855 20.4477
O 1.5701 1.6188 15.1046
O 0.6758 -0.538 27.8287
O 3.2126 -0.6668 13.0551
O 3.8814 0.8153 10.9355
O 4.7942 5.4026 23.0367
O 2.8296 -0.1769 19.6974
O 1.3482 4.0987 8.0181
O 2.4756 -2.2578 28.8072
O 6.3479 4.5712 27.8068
O 2.7061 -1.683 24.4376
O 5.9094 5.0822 8.7875
O 0.2425 1.409 25.983
O 6.8632 -1.3888 7.9795
O 4.922 -1.6006 20.2135
O -2.7098 3.154 24.9811
O 5.3735 2.6593 9.7694
O 6.5565 0.3181 19.2947
O 6.486 3.0137 22.9768
O -1.899 5.2499 23.536
O 7.8108 -1.3406 14.6503
O 8.1351 0.1088 12.4704
O 7.606 -0.0481 16.9153
O 7.5108 4.6561 18.1677
O 3.9104 -3.258 13.2131
O 5.9465 -4.3296 17.4944
O -2.5294 1.261 14.8124
O 3.8963 -4.2612 15.6932
O 2.1843 3.0508 25.689
O 1.6748 -0.7191 10.9658
O -0.296 -3.1249 16.281
O 4.927 3.8603 20.999
O 4.0372 2.5605 14.8178
O 4.9519 0.3047 8.6605
O 0.0984 -2.6377 10.0241
O -0.4521 1.3432 13.2579
O 6.534 -0.0654 21.9031
O -0.2386 5.8346 28.9066
O -1.913 -3.379 27.8913
O -0.3991 -5.0347 8.9148
O 4.3761 -1.6536 15.2163
O 1.9911 -0.6665 22.2254
O 6.8649 -3.3308 26.4058
O 0.7978 2.3072 23.5406
O 7.4285 3.0175 20.3876
O 3.6744 5.1846 17.8643
O 3.6888 -1.8244 17.7882
O 3.5562 0.4359 16.4159
O -1.4436 -3.5885 13.9366
O -0.8548 -2.2879 20.0584
O -2.6775 -1.1619 23.7107
O 2.4215 -2.1836 8.8385
O 0.4574 -0.3622 8.7089
O -2.6232 2.1988 18.1699
O 5.4191 -1.2191 23.8645
O 4.075 5.0121 13.6386
O 1.3398 4.2027 18.7748
O -0.8587 -0.5749 15.8319
O 4.7535 -3.5645 28.117
O -2.2804 -3.1572 8.8996
O 1.6043 -3.268 22.4253
O 1.781 -4.7288 14.0528
O 1.5171 4.0883 28.0216
O -2.4602 2.858 12.6098
O 7.7966 3.1816 8.8004
O 1.9409 1.5726 12.4384
O 0.4706 3.7591 21.3294
O -0.5229 5.3387 15.2455
O 0.3002 0.11 20.3769
O 1.7708 4.6084 16.1157
O 0.6129 -4.7415 20.3351
O 0.0471 -1.5914 23.8602
O 5.7184 2.8506 25.6841
O -2.062 -3.8415 21.644
O -0.2767 3.9958 25.285
O 2.1647 1.7662 21.2836
O 6.8923 0.8965 24.4193
O -1.2138 4.2454 19.4508
O -1.6644 -3.0749 25.2272
O 0.8591 3.6999 13.6998
O 3.1229 5.8825 21.0387
O -2.6147 -4.4218 16.3217
O 2.4973 -2.7989 19.9407
O -1.3797 1.3764 7.955
O 6.926 4.3075 11.0426
O 3.9362 4.4672 26.9387
O 5.924 5.3655 25.3673
O 0.4214 -1.2086 18.0448
O -2.6732 -3.8892 18.9225
O 7.7707 -2.6425 12.2915
O 2.9889 2.1475 8.7903
O -1.3627 1.1197 28.0462

Results
free energy: -155247.721 eV
free energy less fixed offsets of O -568.88, Si -635.61 eV per atom: -5.321 eV

Forces (eV/angstrom), in the order of the atoms: element, x, y, z
Si 0.0096 -0.0103 -0.0157
Si 0.0126 -0.0206 -0.0067
Si 0.0012 0.0033 0.0002
Si 0.0119 0.0334 -0.0155
Si -0.0356 0.0006 -0.0269
Si 0.0043 0.0031 -0.0109
Si 0.0016 -0.0058 -0.0194
Si 0.001 0.0061 -0.0293
Si 0.0152 -0.002 0.005
Si 0.0108 -0.0106 0.0013
Si -0.014 -0.0063 0.0027
Si 0.0042 -0.0058 -0.0018
Si -0.0029 0.0123 0.0093
Si -0.0066 0.0029 -0.0006
Si -0.0009 -0.0132 0.0046
Si 0.0081 -0.0102 0.0015
Si -0.0064 0.0014 -0.0062
Si -0.0016 0.0036 -0.0014
Si 0.0003 0.0049 0.0007
Si -0.008 0.0106 -0.0007
Si -0.0027 0.0006 -0.0096
Si 0.0004 0.0004 0.0014
Si -0.0022 0.0024 0.0026
Si -0.0006 -0.0012 0.0031
Si -0.0088 -0.1157 -0.1042
Si 0.1224 0.0662 -0.244
Si 0.0993 0.0215 -0.2054
Si -0.333 -0.072 0.4057
Si -0.0971 0.266 0.4435
Si -0.01 0.0479 0.1257
Si 0.0959 -0.0543 -0.0875
Si 0.1406 -0.2081 -0.1294
Si -0.0202 -0.0326 0.1607
Si 0.0132 0.0325 0.1155
Si -0.0028 0.1439 -0.2687
Si -0.001 -0.1493 -0.2225
Si -0.0028 -0.0159 -0.3641
Si -0.021 0.0281 -0.3016
Si -0.0217 0.0153 0.2362
Si 0.0177 -0.0093 0.2098
Si -0.0006 0.0008 -0.0029
Si 0.0013 -0.0013 -0.0035
Si -0.0004 0.0023 0.0088
Si 0.0042 -0.0053 0.0064
Si 0.0021 -0.002 0.0079
Si -0.0045 0.0033 0.0064
Si -0.0011 -0.0008 0.0013
Si -0.0015 0.0015 -0.0014
Si -0.0049 0.0118 -0.0015
Si -0.0131 0.0058 -0.0022
Si 0.0144 -0.0082 -0.0008
Si 0.0051 -0.0136 -0.0012
Si 0.0111 -0.0021 -0.0022
Si 0.0109 -0.0137 -0.0015
Si -0.0101 0.0173 -0.002
Si -0.0123 0.0063 -0.0027
Si -0.0051 0.0095 0.0385
Si -0.0139 0.0048 0.0137
Si 0.0082 -0.01 0.0131
Si 0.0131 -0.0069 0.0144
Si 0.0086 -0.0179 0.0432
Si 0.0091 -0.0048 0.0116
Si -0.0102 0.0188 0.0273
Si -0.0077 0.0054 0.0068
Si -0.0496 -0.1142 0.0393
Si 0.1505 0.049 0.0455
Si -0.0235 0.0196 -0.0408
Si -0.0002 0.0481 -0.0352
Si -0.0597 0.0049 -0.044
Si -0.043 -0.0003 -0.0364
Si 0.0023 -0.0248 0.0034
Si 0.0164 0.0323 0
Si -0.0208 0.014 -0.0467
Si -0.0569 0.0121 -0.0116
Si 0.0222 -0.0122 -0.0115
Si 0.0172 -0.0283 -0.0097
Si 0.0229 0.0054 -0.0126
Si 0.0121 -0.0278 -0.0103
Si 0.0009 -0.0275 -0.0362
Si -0.0003 0.0686 -0.0106
Si 0.026 -0.0286 0.0225
Si 0.0645 -0.0304 0.0158
Si -0.0447 0.0277 0.0074
Si -0.0105 0.0428 0.0132
Si -0.0469 0.0338 0.0048
Si -0.0259 0.0319 0.0205
Si 0.0292 -0.0067 0.0277
Si 0.0027 -0.0626 0.021
Si -0.0222 0.0465 0.0045
Si -0.0118 0.0369 0.0125
Si 0.0588 -0.0268 0.0001
Si 0.0278 -0.0265 0.013
Si 0.0412 -0.0307 0.0108
Si 0.0094 -0.083 0.0047
Si -0.0816 0.0032 0
Si -0.0198 0.0689 0.0073
Si 0.0009 0.0002 0.0103
Si -0.0014 0.0017 0.004
Si 0.0058 0.0067 -0.0211
Si 0.0012 0 0.0169
Si 0.002 -0.0016 0.0015
Si 0.0024 -0.004 0.0086
Si 0.0025 -0.0042 -0.0023
Si 0.0004 0.0021 -0.0151
Si -0.0016 0.0064 0.0052
Si 0.0026 0.0001 0.0099
Si -0.0009 -0.0003 0.0121
Si 0.0043 -0.0034 0.0039
Si -0.0012 0.0002 -0.0064
Si 0.0017 0.0092 -0.021
Si -0.0043 0.0026 -0.0042
Si -0.0023 0.0038 -0.0035
Si 0 -0.0007 0.0059
Si -0.0012 -0.0011 0.0166
Si 0.0033 -0.0062 0.0046
Si 0.0007 -0.0003 0.0037
Si 0.0043 -0.0008 -0.0075
Si 0.0026 -0.0089 0.0069
Si -0.0024 0.0036 0.0071
Si -0.0017 -0.0001 -0.0038
Si -0.0009 -0.0012 -0.0117
Si -0.0022 0.0008 -0.002
Si -0.0011 -0.0116 -0.0232
Si -0.0035 -0.0014 -0.0111
Si -0.0037 0.0122 0.0094
Si 0.0006 0.0003 -0.0113
Si -0.0005 -0.0023 0.0023
Si -0.0049 0.0044 -0.0017
Si 0.0018 0.0003 0.0038
Si -0.0003 -0.0017 -0.0038
Si 0.002 -0.0018 0.0053
Si -0.0025 -0.0025 -0.0167
Si 0.0164 -0.0048 0.0034
Si -0.0062 -0.0003 0.011
Si 0.0026 0.0004 -0.0142
Si -0.0019 0.0026 0.0147
Si -0.0003 0.0062 -0.0024
Si 0.0024 -0.0045 -0.0144
Si 0.0041 0.0017 -0.0111
Si -0.0031 0.0054 0.0013
Si -0.0086 0.0096 -0.0043
Si 0.0038 -0.0077 0.0041
Si -0.0038 0.0045 0.0136
Si -0.0027 0.0035 -0.012
O 0 -0.0006 -0.0007
O 0.0027 0.0048 -0.0011
O 0.0004 -0.0008 -0.0048
O 0.0004 0.0026 0.0032
O -0.0034 0.0011 -0.0028
O 0.0066 0.0033 -0.0011
O 0.0014 -0.0021 -0.0008
O -0.0048 0 -0.0079
O 0.0007 -0.0013 0.0077
O 0.0154 0.0017 0.0191
O 0.0078 -0.0065 -0.0122
O 0.0063 0.0106 0.0146
O 0.0056 -0.006 0.0001
O -0.0061 0.007 0.01
O -0.0005 0.005 0.0102
O -0.0012 0.0047 -0.0065
O 0.0026 0.002 0.0044
O 0.0011 -0.0015 -0.002
O 0.0066 -0.0049 0.0091
O 0.003 0.0002 -0.0019
O 0.0042 -0.0022 0.0105
O 0.0009 -0.0002 -0.0039
O 0.0153 -0.0147 0.0163
O -0.0036 0.0038 -0.0034
O 0.0033 0.0052 0.0047
O -0.001 0.0025 0.0125
O 0.0016 -0.0001 0.0063
O 0.001 -0.0027 -0.0094
O -0.0046 -0.0116 0.0129
O 0.0085 0.0022 0.0172
O -0.0002 0.0012 -0.0005
O -0.01 0.0096 -0.0159
O -0.0058 -0.0087 0.0014
O -0.0168 0.0157 -0.0144
O -0.0021 0.0002 0.005
O 0.0077 0.0024 -0.0015
O -0.0015 -0.0001 0.0156
O 0.0041 0.0004 0.0013
O -0.0028 0.0013 0.0074
O 0.0046 -0.001 0.0057
O 0.0007 -0.0013 0.0007
O -0.0004 0 0.0068
O 0.01 0.0055 0.0062
O -0.0009 0.0015 0.0004
O 0.0003 0.0025 0.0042
O -0.0005 0.001 0
O 0.0005 -0.0004 -0.0015
O 0.0002 0.0005 -0.0026
O 0.0055 0.0025 0.0015
O -0.0035 -0.0063 0.0029
O 0.0018 0.0057 -0.0024
O -0.0013 -0.0004 0.0069
O 0.0016 -0.0012 -0.0037
O 0.0135 -0.0089 -0.0209
O -0.0006 -0.0013 0.0136
O 0.0011 0.0002 0.0017
O 0.0008 0.0006 0.009
O -0.0006 0.0009 0.0117
O 0.0079 -0.0037 0.0288
O 0.0097 -0.0091 -0.0068
O -0.0008 0.0018 -0.0045
O -0.0028 -0.0019 0.0082
O -0.0035 -0.0001 -0.0047
O -0.0025 -0.0012 0.0112
O 0.0005 -0.0008 0.0058
O 0.0009 0.0004 0.0018
O 0.0003 0.0005 0.0005
O 0.0005 0.001 -0.0023
O 0.0002 -0.0003 -0.0051
O 0.002 0.0084 0.0043
O 0.0072 -0.0053 0.0049
O 0.0072 -0.011 -0.0085
O -0.0148 0.0108 -0.023
O 0.0007 -0.0137 -0.0003
O -0.0027 -0.0018 0.0037
O 0.0026 -0.0016 0.0015
O 0.0023 0 0.0025
O -0.001 -0.0041 -0.001
O -0.0244 -0.0082 0.0176
O -0.0103 0.0107 -0.0074
O -0.0009 0.0043 0.0076
O -0.0011 0 -0.0012
O -0.0104 0.0064 0.0072
O -0.0019 0.0043 0.0029
O 0.0077 -0.0083 -0.0062
O 0.0056 -0.0074 -0.0002
O 0.0016 -0.001 0.0088
O 0.0001 -0.0006 -0.0054
O -0.0017 -0.0085 0.0007
O -0.0004 -0.0002 -0.003
O 0.0006 0.0005 0.0081
O -0.0041 0.0017 0.0032
O -0.0076 0.0071 0.0026
O 0.0001 0.0019 0.0092
O 0.0048 -0.0013 -0.004
O -0.0002 -0.0003 0.0081
O 0.0011 -0.0004 0.0007
O 0.001 0.0007 0.0051
O -0.0031 -0.0004 -0.0033
O 0 0.001 0.0017
O 0.0022 -0.0014 0.0071
O 0.0035 0.0008 -0.0067
O 0.002 0.003 0.0063
O 0.0094 -0.0077 -0.0129
O -0.0033 -0.0021 0.0012
O -0.0107 -0.0008 -0.0089
O 0.0023 0.0019 0.002
O -0.0048 0 -0.0025
O -0.0014 -0.0029 0.0009
O 0.002 -0.0033 0.0052
O -0.0093 0.01 -0.0077
O -0.0081 0.0106 0.0154

The program warned: the cutoff lies below the one the program advises for these potential files; the forces do not sum to zero within the program's tolerance; the exchange-correlation potential is rough where the density is thin.
